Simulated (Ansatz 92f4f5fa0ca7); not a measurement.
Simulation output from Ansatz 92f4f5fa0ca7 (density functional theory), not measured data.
Periodic cell of 280 atoms, Si216O64, from a study of silicon, its oxide and their interface. The atomic structure is a simulated model.

Settings
functional: r2SCAN
potential files: Ansatz norm-conserving
basis: plane waves
wave-function cutoff: 1300 eV
density cutoff ratio: 4
exchange-correlation grid ratio: 1
k mesh: 2 x 2 x 1, shifted by 0.5 0.5 0.5 of a step
self-consistency stop: 5e-08 eV per atom in the density residual
occupations: Fermi-Dirac, 0.05 eV
spin: none
net charge: 0

Cell vectors (angstrom)
a	10.888	0	0
b	0	10.888	0
c	0.5925	-0.4973	43.833

Atoms and the computed forces on them: element, x, y, z (angstrom), force x, y, z (eV/angstrom)
Si	0.182	-0.2763	0.2356	0.0259	-0.0314	0.0776
Si	2.4982	2.9184	-0.1303	-0.0236	0.0172	0.104
Si	0.2428	5.1757	-0.1184	0.039	-0.0231	0.0952
Si	2.5189	8.5173	0.0601	-0.0028	-0.0069	0.1061
Si	5.7246	-0.2411	-0.0049	0.0329	-0.0245	0.0851
Si	7.8272	3.11	-0.0942	0.0127	-0.03	0.0991
Si	5.5868	5.2981	0.3878	0.0216	-0.0108	0.034
Si	7.8237	8.318	0.1594	0.0028	0.037	0.0518
Si	1.3854	1.3924	1.3385	0.0028	-0.0166	-0.0067
Si	3.9812	3.9975	1.4022	-0.0212	0.0115	-0.0103
Si	1.3841	6.7806	1.2257	0.0036	-0.0035	-0.0092
Si	4.1101	9.5997	1.3829	-0.0117	-0.001	0.0072
Si	6.863	1.3752	1.2487	0.0062	0.0089	-0.0069
Si	9.5251	4.104	1.2531	0.0013	0.0055	-0.0073
Si	6.78	6.8404	1.6207	-0.0135	-0.0005	0.0105
Si	9.4735	9.4336	1.4341	0.0054	0.0198	0.0096
Si	-0.0387	2.7284	2.668	-0.0091	0.008	0.0079
Si	2.7591	0.0695	2.7358	0.004	-0.0039	0.0147
Si	0.0064	8.0682	2.7013	0.0035	-0.0041	0.0065
Si	2.6859	5.4583	2.7045	0.0032	0.0047	0.0118
Si	5.4356	2.6494	2.6819	0.0074	-0.0064	0.0075
Si	8.1775	0.0387	2.7092	-0.0154	-0.0021	0.0222
Si	5.364	8.2164	2.8322	-0.0001	-0.0099	0.0207
Si	8.2522	5.4449	2.7641	-0.0042	-0.0109	0.0102
Si	1.3146	4.0999	4.0538	0.0087	-0.0066	-0.0005
Si	4.1112	1.3636	4.1317	-0.0174	0.0217	-0.0072
Si	1.3644	9.5164	4.0204	0.0089	0.0062	0.0066
Si	4.027	6.7985	4.1185	-0.005	0.0124	-0.0002
Si	6.8069	4.0583	4.0314	0.0043	0.0029	-0.0026
Si	9.5305	1.3733	4.0789	0.0158	-0.0094	-0.0008
Si	6.7926	9.5843	4.0988	0.0068	-0.0012	-0.006
Si	9.5736	6.782	4.1462	0.0028	-0.0131	0.0058
Si	0.0081	-0.0111	5.4084	0.0048	-0.0022	0.0069
Si	2.7101	2.7491	5.4187	0.0046	0.0054	0.0087
Si	0.0109	5.4227	5.4973	0.001	0.0026	-0.0007
Si	2.6856	8.1752	5.4566	-0.0051	-0.0021	-0.0108
Si	5.4464	0.0095	5.4985	0.0082	-0.0149	-0.0051
Si	8.1525	2.7195	5.4371	-0.0001	0.0061	-0.0083
Si	5.4461	5.4309	5.4115	0.0122	-0.0004	0.0076
Si	8.1687	8.1843	5.4267	-0.0078	0.0104	-0.0003
Si	1.363	1.3603	6.7776	0.0046	-0.0093	-0.0038
Si	4.0791	4.0922	6.7936	-0.0069	0.001	-0.0069
Si	1.3552	6.81	6.8352	-0.0044	-0.0008	-0.001
Si	4.0705	9.519	6.8169	0.0014	0.0007	-0.0037
Si	6.8101	1.3741	6.831	-0.0069	-0.0023	-0.003
Si	9.5102	4.0685	6.8186	0.0024	0.0086	-0.0014
Si	6.8024	6.8062	6.7769	-0.0005	-0.0055	0.0002
Si	9.53	9.5359	6.7949	0.0054	-0.0017	-0.0093
Si	-0.0185	2.7265	24.4891	0.0005	0.0072	0.0046
Si	2.7283	-0.0155	24.4883	0.0029	0.0028	0.0061
Si	0.0245	8.1581	24.5032	-0.0087	-0.0043	-0.0017
Si	2.7168	5.4591	24.5109	-0.0001	-0.0086	-0.0021
Si	5.4615	2.7167	24.5049	-0.0055	0.0075	0.0009
Si	8.1647	0.0149	24.5097	0.0059	-0.0056	0.0003
Si	5.4306	8.1732	24.4865	-0.0012	0.0047	0.0056
Si	8.1756	5.4233	24.4857	0.0091	-0.0005	0.0032
Si	1.3299	4.0942	25.8461	-0.006	0.0027	-0.0142
Si	4.0892	1.3446	25.8412	-0.0096	-0.0017	-0.0063
Si	1.3821	9.5211	25.8748	0.0007	0	-0.0053
Si	4.0786	6.8291	25.8724	-0.002	0.0001	-0.0063
Si	6.8298	4.0723	25.8726	0.0083	0.0029	-0.0101
Si	9.5242	1.3791	25.881	-0.0019	0.0102	-0.0119
Si	6.7891	9.5316	25.8442	-0.0046	-0.0052	-0.007
Si	9.5513	6.7718	25.8352	0.0033	-0.0034	-0.0177
Si	0.0135	0.0074	27.2077	-0.0177	-0.006	0.0049
Si	2.6951	2.7106	27.1464	-0.0059	0.0255	0.0101
Si	-0.0122	5.4307	27.2619	-0.0098	-0.0031	0.0098
Si	2.7308	8.1771	27.2799	-0.0021	0.0009	0.0033
Si	5.4351	-0.005	27.2304	0.0035	-0.0027	0.0243
Si	8.1832	2.735	27.2862	0.0058	0.0102	0.0001
Si	5.4628	5.4591	27.1886	-0.0046	-0.0157	0.0013
Si	8.1755	8.1412	27.1319	0.0217	-0.0081	0.008
Si	1.3695	1.3857	28.5633	0.0142	-0.0237	0.0004
Si	4.0478	4.0831	28.4608	0.0092	0.0074	-0.0239
Si	1.3449	6.8007	28.6216	0.0022	0	0.0065
Si	4.1017	9.5478	28.651	-0.0062	-0.0107	-0.007
Si	6.7922	1.3471	28.6004	0.0095	0.013	0.0062
Si	9.5393	4.0932	28.6961	-0.0077	-0.007	-0.0141
Si	6.865	6.8038	28.5311	-0.0249	0.0183	-0.0029
Si	9.5125	9.4902	28.4867	0.0089	0.009	-0.0274
Si	0.0434	2.7006	30.0215	-0.0394	0.03	0.0057
Si	2.7262	0.0613	29.979	-0.0099	-0.005	0.0085
Si	-0.0492	8.1857	29.9278	-0.0077	0.0231	0.0018
Si	2.7484	5.4124	29.9016	0.0245	-0.0066	0.0047
Si	5.3608	2.7384	29.8485	-0.0168	0.0062	-0.0014
Si	8.1612	-0.0834	29.8804	0.0031	-0.0136	-0.0054
Si	5.5495	8.1714	29.9143	-0.0084	-0.0096	0.0162
Si	8.1504	5.4892	30.0251	0.0294	-0.032	0.005
Si	1.6758	3.8607	31.3034	-0.0004	-0.0044	-0.0946
Si	3.8781	1.6519	31.3141	-0.0212	-0.009	-0.0978
Si	1.0923	9.7878	31.1985	-0.0014	0.0163	-0.1098
Si	4.3736	6.5738	31.1251	0.0043	0.0025	-0.0984
Si	6.4521	4.3032	31.1671	-0.0064	0.0383	-0.0899
Si	9.7307	1.0206	31.1806	0.033	-0.0088	-0.0884
Si	7.0652	9.3112	31.3465	-0.0105	-0.0195	-0.1047
Si	9.2901	7.1128	31.3448	-0.0118	-0.0045	-0.0925
Si	-24.774	-15.7705	37.3744	-0.0204	-0.0054	-0.0072
Si	4.618	-15.4374	41.9167	0.0017	0.0159	0.1092
Si	-18.7647	8.4769	33.2738	0.0227	0.0411	-0.1453
Si	35.6197	-5.948	39.9813	0.0219	-0.048	0.0719
Si	5.8503	19.0225	36.9146	0.011	-0.0184	0.019
Si	-12.6752	10.5679	39.0671	0.0269	-0.0022	-0.0116
Si	6.741	1.4701	39.2034	0.003	0.02	0.0566
Si	-21.458	10.9749	41.2615	0.0001	0.0131	0.0977
Si	-2.057	14.1497	40.7976	0.026	-0.0124	0.1328
Si	-22.1754	15.9083	33.1584	0.0324	0.0371	-0.0676
Si	20.5626	-4.9107	41.681	-0.0009	-0.0179	0.1342
Si	5.5039	-4.7118	39.1233	0.0238	0.0033	0.0528
Si	-22.7113	-3.2899	39.0046	-0.013	-0.0174	0.0397
Si	24.3951	-1.0502	39.9274	-0.0133	0.0393	0.0323
Si	-8.3739	21.7652	37.0436	0.0087	0.0186	-0.0044
Si	10.8873	-31.1767	37.2446	0.0032	0.0321	-0.0123
Si	-34.2238	14.6894	35.6219	0.0032	0.0053	-0.0638
Si	-17.06	33.3772	41.4901	0.027	0.0308	0.1529
Si	-5.6549	21.6276	33.522	-0.009	0.0033	-0.1216
Si	-5.3663	0.3677	36.5748	-0.0132	0.0123	-0.0751
Si	-8.9181	18.1911	38.5925	-0.0028	-0.0028	0.0002
Si	13.9648	-13.8445	36.0099	0.0303	0.0133	-0.0728
Si	19.2599	-7.9413	33.0046	-0.0119	-0.0133	-0.0604
Si	0.9068	13.5237	39.967	-0.0071	-0.0064	0.0333
O	8.1842	-13.5598	31.8608	0.0106	0.0014	0.0521
O	-5.5746	7.5683	38.3284	-0.0271	0.0042	-0.0371
O	-10.3737	7.9539	38.404	0.0183	0.0148	0.0044
O	18.2616	8.9547	43.4118	-0.0177	-0.0067	-0.034
O	-9.0628	16.8474	39.4573	-0.0233	0.0181	-0.0294
O	6.9383	14.3114	32.4608	0.0448	-0.0255	0.0701
O	-5.1197	10.8443	42.4602	-0.0617	0.0435	-0.1229
O	-4.0536	38.158	38.5052	0.0149	0.0044	-0.012
O	19.7301	-9.3837	32.4722	-0.0311	0.0441	0.0678
O	-14.5411	14.6178	43.588	0.0005	0.0047	-0.0309
O	-2.0896	2.3449	42.1581	-0.007	0.0118	-0.1315
O	9.8677	11.0569	40.3939	-0.0208	-0.0009	-0.0385
O	-5.3839	12.3416	40.2679	0.021	0.0063	-0.0536
O	6.0051	9.7491	37.0143	0.0043	-0.0075	0.0175
O	-14.2058	0.0923	39.3017	-0.0081	-0.0136	-0.0036
O	-1.1164	11.3065	37.7746	-0.0051	-0.0099	0.0236
O	-0.0336	21.7412	31.7368	-0.0076	0.0065	0.0559
O	-7.0259	-9.1089	42.3947	0.0346	-0.0364	-0.1048
O	4.2689	-5.7781	39.0181	-0.0085	0.0175	-0.0128
O	-9.6557	-1.1371	40.7525	-0.0032	-0.0241	-0.0216
O	-19.3819	10.8008	38.6528	0.0115	0.0002	-0.0155
O	-0.8375	6.5054	32.6762	0.0148	-0.0495	0.0816
O	3.755	7.3809	32.3794	-0.0323	0.013	0.0864
O	-14.5905	18.1436	36.5691	0.0037	-0.005	-0.0081
O	13.4669	-1.502	36.4711	-0.0006	-0.0012	0.0238
O	5.3965	5.4325	31.7163	0.0102	-0.0082	0.0584
O	14.8188	11.569	36.6978	-0.0078	-0.0085	0.013
O	-9.8092	26.4159	32.6232	-0.0511	0.0149	0.0794
O	8.6154	4.8342	41.1884	-0.01	-0.0048	-0.0333
O	-8.4402	29.4506	34.5584	-0.0057	-0.023	0.0857
O	0.8034	13.0343	38.4563	0.0046	-0.0114	-0.0089
O	-15.9789	-10.4673	34.9499	0.0171	0.013	0.1012
O	4.6372	1.073	32.637	0.0327	-0.0231	0.091
O	-27.0619	6.628	40.6722	-0.0038	-0.0313	-0.0401
O	4.6873	-13.9497	35.835	-0.0086	0.0022	0.0208
O	12.0322	1.457	41.0467	-0.0018	0.0052	-0.0174
O	-0.0374	-11.0044	42.8097	-0.0111	0.0036	-0.1067
O	4.0316	31.4384	33.7207	-0.0228	-0.0161	0.0533
O	6.2283	-9.4484	37.6241	0.0108	0.0136	-0.0133
O	-9.1403	-1.7767	32.5178	0.0212	-0.0393	0.0969
O	-12.6697	-1.9225	38.9666	-0.0053	-0.0038	-0.0052
O	-17.9017	-3.2364	42.4889	0.0072	-0.0228	-0.0787
O	14.3425	-16.4721	41.4727	0.0134	0.0054	-0.0425
O	20.1308	28.2999	38.0545	0.0012	-0.0076	-0.0087
O	12.8076	19.9629	43.5027	-0.0181	0.0238	-0.0276
O	13.6635	-8.1283	31.8288	-0.0001	0.0064	0.0506
O	2.2487	14.4023	40.0403	0.0049	-0.0006	-0.0253
O	2.5694	6.9069	37.1431	-0.0033	-0.0104	0.0193
O	-22.5646	-3.9394	40.4694	0.0084	0.0332	-0.0661
O	9.4578	-28.6595	32.4291	-0.0106	-0.0069	-0.0072
O	-0.7186	-19.0838	36.4397	0.0118	-0.0193	0.0273
O	33.8611	-21.0463	36.4301	0.0027	-0.0062	0.0067
O	8.3411	15.6252	36.4889	-0.0046	0.0146	0.0201
O	-11.4453	4.7645	34.7529	0.0049	-0.0033	0.0679
O	-5.3719	-16.0898	43.0496	-0.0249	0.0227	-0.0685
O	6.4211	-0.8708	32.6757	-0.0242	0.028	0.0989
O	-12.8083	6.9381	42.7571	0.0275	-0.0443	-0.1083
O	-0.5339	3.3008	40.2485	-0.0007	0.0114	-0.0433
O	-18.0067	10.4567	40.8593	-0.0085	-0.0263	-0.0471
O	13.8124	-13.4369	39.4053	-0.0106	-0.0304	-0.0371
O	-2.5092	2.9729	34.6062	-0.0053	-0.0011	0.0567
O	1.9319	14.4071	43.2618	0.0032	-0.0001	-0.0377
O	-3.1275	13.5735	39.6877	-0.019	-0.0158	-0.0426
O	0.1038	-49.1464	42.3738	-0.0374	0.0507	-0.0992
Si	-0.0014	2.7069	8.1603	-0.0112	-0.0028	-0.0068
Si	2.7145	0.0072	8.1627	0	-0.0019	-0.0019
Si	-0.0143	8.1737	8.1744	0.0055	-0.0103	0.0024
Si	2.7315	5.4491	8.1732	0.0099	0.0185	0.0005
Si	5.4333	2.7337	8.1697	0.0102	0.0014	-0.001
Si	8.1743	0.0022	8.1708	-0.0024	0.0019	-0.0018
Si	5.4427	8.1548	8.1595	-0.0041	0.0012	0
Si	8.1547	5.4506	8.1603	0.0031	-0.0075	0.0019
Si	1.3598	4.0788	9.5181	0.0048	-0.0004	-0.0054
Si	4.0775	1.3639	9.5264	0.0012	-0.0001	-0.0028
Si	1.3556	9.5336	9.5276	-0.0055	0.0016	-0.0011
Si	4.0883	6.805	9.5357	0.0038	-0.0119	0.0028
Si	6.7976	4.0918	9.5282	-0.012	0.0114	0.0007
Si	9.5314	1.3578	9.5354	0.0075	-0.0075	-0.0025
Si	6.8042	9.5231	9.5187	0.0049	-0.0035	0.0015
Si	9.5164	6.8061	9.5281	-0.0055	0.012	0.0003
Si	-0.0001	-0.0004	10.898	-0.0013	-0.0014	-0.0001
Si	2.7179	2.7231	10.8892	-0.0004	-0.0007	-0.0021
Si	-0.002	5.4424	10.8801	-0.0022	0.0012	-0.0023
Si	2.7204	8.1701	10.885	0.0054	0.0031	-0.0004
Si	5.443	-0.0007	10.8805	-0.0005	-0.0013	0
Si	8.1639	2.7256	10.8834	-0.0004	0.0018	-0.0025
Si	5.4434	5.4456	10.8987	0.0032	0.0039	0.0044
Si	8.1602	8.1668	10.8909	-0.0036	-0.0054	0.0019
Si	1.3607	1.3626	12.2541	-0.0009	-0.002	-0.0008
Si	4.0797	4.0821	12.2523	0.0033	0.0047	0
Si	1.3592	6.8046	12.243	0.0031	0.0014	-0.0008
Si	4.0827	9.5292	12.2463	-0.003	-0.0028	0.0001
Si	6.8038	1.3611	12.2434	0.0016	0	-0.0004
Si	9.5261	4.0842	12.2458	-0.0019	-0.0015	-0.0015
Si	6.8039	6.807	12.2559	-0.0024	-0.0013	0.0027
Si	9.5241	9.5255	12.2525	0.0021	-0.0001	0.0004
Si	-0.0028	2.7242	13.6104	0.0018	0.001	-0.0003
Si	2.7235	0.0001	13.6107	0.0031	0.002	0.0005
Si	0.0003	8.1635	13.6092	-0.0041	-0.001	0.0002
Si	2.719	5.4462	13.6096	-0.0009	-0.0021	0.0002
Si	5.4442	2.7201	13.609	-0.0035	-0.0023	0.0001
Si	8.1635	0.0021	13.6095	0.0001	-0.0007	0.0008
Si	5.4409	8.1689	13.6114	0.0018	-0.0007	0.0017
Si	8.1676	5.4435	13.6108	0.0002	0.0051	-0.0004
Si	1.3589	4.0846	14.9709	-0.0011	-0.0006	-0.0018
Si	4.0846	1.3597	14.9716	-0.0006	-0.0011	-0.0007
Si	1.3622	9.5254	14.9701	0.0008	0.0015	-0.0012
Si	4.081	6.8064	14.9715	0.0014	0.0025	-0.0005
Si	6.8061	4.0814	14.9703	0.0017	0.0007	-0.0014
Si	9.5255	1.3622	14.9713	-0.0001	0.0003	-0.0006
Si	6.8034	9.5288	14.9712	-0.0034	0	-0.0004
Si	9.5287	6.8032	14.9716	0.0011	-0.0033	0.0005
Si	0.0008	0	16.3292	-0.001	-0.0015	0.001
Si	2.7218	2.722	16.3282	0.0006	0.0013	0
Si	0	5.4434	16.3353	-0.0002	0.0033	0.0011
Si	2.7222	8.1666	16.3354	-0.0007	-0.0016	0.0012
Si	5.444	-0.0001	16.335	0.0016	0.0008	0.0008
Si	8.1663	2.7223	16.3352	-0.0016	-0.001	0.0013
Si	5.4448	5.4442	16.3291	-0.0027	-0.0009	0.0011
Si	8.1662	8.1656	16.3282	0.0016	0.0011	-0.0006
Si	1.3626	1.3609	17.6903	0.0013	0.0017	-0.0012
Si	4.0832	4.0822	17.6879	-0.0016	-0.0008	-0.0025
Si	1.3615	6.8043	17.6957	-0.0018	-0.0024	-0.0002
Si	4.0843	9.5271	17.6977	0.002	0.0013	0.0003
Si	6.8054	1.3602	17.6957	-0.0028	-0.0008	0.0001
Si	9.528	4.0827	17.6979	0.0013	0.0015	0.0006
Si	6.807	6.8047	17.6902	0.0014	0.0026	-0.0014
Si	9.5276	9.5256	17.6881	-0.0025	-0.0015	-0.0021
Si	0.0044	2.7198	19.0554	0.0014	-0.0053	0.0015
Si	2.7221	0.0031	19.0559	-0.0057	0.0023	0.0013
Si	-0.0019	8.1669	19.0525	-0.0046	0.0056	0.001
Si	2.7249	5.4405	19.052	0.0061	-0.0016	0.0004
Si	5.4413	2.7232	19.0519	-0.0022	0.0063	-0.0004
Si	8.1686	-0.0043	19.0516	0.0071	-0.0017	0.0005
Si	5.4494	8.1643	19.0548	0.0011	-0.0062	-0.0016
Si	8.1659	5.4466	19.0563	-0.0066	0.0022	0.0008
Si	1.3678	4.0798	20.4171	-0.0021	0.0066	0.0007
Si	4.0823	1.3659	20.4183	0.0056	-0.001	-0.0009
Si	1.3576	9.529	20.4122	0.003	-0.004	0.0002
Si	4.0887	6.7993	20.4108	-0.0036	0.0031	-0.0003
Si	6.8005	4.0845	20.4122	-0.0011	-0.0067	-0.0003
Si	9.5312	1.3539	20.4114	-0.0087	0.0003	-0.0006
Si	6.812	9.5236	20.4177	-0.0018	0.0041	0.0009
Si	9.5268	6.8089	20.4183	0.0059	-0.0015	0.0009
Si	-0.0003	-0.0029	21.783	0.0003	0.0016	0.0018
Si	2.7257	2.7242	21.7906	-0.0011	-0.0026	0.0019
Si	0.005	5.4449	21.7702	-0.0009	-0.0025	-0.0001
Si	2.7241	8.1636	21.7592	0.0021	-0.0017	-0.0021
Si	5.4487	0.0019	21.7696	-0.003	-0.0012	-0.0005
Si	8.164	2.7167	21.7594	0.0038	0.0045	-0.0033
Si	5.4434	5.4416	21.7831	-0.0003	0.0038	-0.0005
Si	8.1707	8.1674	21.7905	-0.0052	0.0017	0.0016
Si	1.3591	1.3588	23.1456	-0.0065	0.0001	0.0025
Si	4.0865	4.0866	23.1585	0.0033	0.0054	0.0024
Si	1.3712	6.807	23.1263	0.0035	0.0082	-0.0002
Si	4.0816	9.525	23.1152	-0.0037	-0.005	-0.0005
Si	6.8107	1.3618	23.1303	0.0037	0.0043	0.0024
Si	9.5245	4.0757	23.1121	-0.0113	-0.0057	-0.002
Si	6.805	6.8013	23.1454	-0.0031	-0.0091	0.0029
Si	9.5329	9.5281	23.1586	0.005	0.0035	0.0052

Results
free energy: -55246.987 eV
free energy less fixed offsets of O -463.61, Si -117.95 eV per atom: -98.747 eV
pressure: -0.07 GPa
stress xx, yy, zz, yz, xz, xy (GPa, positive in tension): 0.11, 0.14, -0.02, 0, -0.01, -0.2
